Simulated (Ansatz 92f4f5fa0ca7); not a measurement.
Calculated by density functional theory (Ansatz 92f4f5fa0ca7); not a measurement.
Periodic cell of 228 atoms, Si140O88, from a study of silicon, its oxide and their interface. The atomic structure is a simulated model.

Settings: functional r2SCAN; potential files Ansatz PAW; basis plane waves; wave-function cutoff 800 eV; density cutoff ratio 5; exchange-correlation grid ratio 1; k mesh 1 x 1 x 1, shifted by 0.5 0.5 0 of a step; self-consistency stop 1e-10 eV per atom in the density residual; occupations fixed; spin none; net charge 0.

Cell vectors (angstrom)
a, 10.888, 0, 0
b, 0, 10.888, 0
c, 0, 0, 33.1898

Atoms: element, x, y, z (angstrom)
Si, 0.3631, -0.5997, 0.1904
Si, 2.1441, 2.8219, -0.0298
Si, 0.0281, 5.1962, 0.1593
Si, 2.1146, 8.5166, 0.1892
Si, 5.6379, -0.3043, 0.1106
Si, 6.7221, 1.2843, 1.4483
Si, 6.1343, 5.1086, -0.4722
Si, 7.9599, 8.4026, 0.1414
Si, 1.258, 1.202, 1.4103
Si, 3.8586, 3.8906, 1.2218
Si, 1.1993, 6.7837, 1.462
Si, 3.9723, 9.4537, 1.3389
Si, 8.0398, 2.6412, 0.0975
Si, 9.4741, 3.9253, 1.4592
Si, 6.8436, 6.664, 1.2185
Si, 9.5081, 9.4698, 1.5095
Si, -0.053, 2.5928, 2.8019
Si, 2.7295, -0.0268, 2.77
Si, -0.1053, 8.0866, 2.8856
Si, 2.6727, 5.3784, 2.6739
Si, 5.3207, 2.6895, 2.69
Si, 8.1363, -0.0152, 2.7983
Si, 5.3786, 8.0055, 2.6018
Si, 8.1342, 5.3802, 2.7248
Si, 1.3344, 4.0199, 4.071
Si, 4.0526, 1.3395, 4.1274
Si, 1.3287, 9.5012, 4.1171
Si, 4.0426, 6.7334, 4.0516
Si, 6.7217, 4.0556, 4.051
Si, 9.4707, 1.3168, 4.184
Si, 6.7455, 9.4205, 4.0128
Si, 9.4457, 6.7133, 4.1722
Si, -0.0192, -0.0247, 5.4968
Si, 2.7013, 2.712, 5.4682
Si, -0.0034, 5.3898, 5.4583
Si, 2.7208, 8.1364, 5.4298
Si, 5.4452, -0.0495, 5.4138
Si, 8.1114, 2.7321, 5.453
Si, 5.4163, 5.4311, 5.446
Si, 8.1117, 8.1429, 5.454
Si, 1.3407, 1.3661, 6.8267
Si, 4.0722, 4.083, 6.8143
Si, 1.3605, 6.7863, 6.7956
Si, 4.0722, 9.5216, 6.7888
Si, 6.7902, 1.3387, 6.7953
Si, 9.5069, 4.072, 6.8147
Si, 6.7744, 6.8081, 6.8174
Si, 9.4937, 9.4994, 6.819
Si, 0.0018, 2.7479, 8.1809
Si, 2.735, 0.0225, 8.1502
Si, 0.0175, 8.1729, 8.1513
Si, 2.7375, 5.4638, 8.1752
Si, 5.4579, 2.7358, 8.1541
Si, 8.1714, 0.0186, 8.1718
Si, 5.4455, 8.2019, 8.1656
Si, 8.191, 5.4841, 8.1538
Si, 1.3799, 4.1143, 9.5396
Si, 4.0784, 1.4093, 9.5089
Si, 1.3799, 9.5554, 9.5001
Si, 4.1009, 6.8504, 9.5187
Si, 6.8374, 4.1273, 9.489
Si, 9.5527, 1.3782, 9.5236
Si, 6.7857, 9.5857, 9.5364
Si, 9.5695, 6.8293, 9.5257
Si, 0.0769, 0.061, 10.8779
Si, 2.7607, 2.7763, 10.9076
Si, 0.0794, 5.5103, 10.9126
Si, 2.7615, 8.2364, 10.8675
Si, 5.4168, 0.0918, 10.8984
Si, 8.2145, 2.7885, 10.8378
Si, 5.4922, 5.5042, 10.8514
Si, 8.2098, 8.2352, 10.8303
Si, 1.4513, 1.3946, 12.3013
Si, 4.1327, 4.1804, 12.2334
Si, 1.4759, 6.8899, 12.2727
Si, 4.0378, 9.635, 12.2725
Si, 6.7845, 1.5213, 12.1823
Si, 9.6203, 4.0982, 12.2105
Si, 6.8596, 6.8895, 12.1814
Si, 9.5737, 9.602, 12.1752
Si, 0.1276, 2.7924, 13.6293
Si, 2.7524, 0.0782, 13.8011
Si, 0.0861, 8.2837, 13.5432
Si, 2.9017, 5.5773, 13.6689
Si, 5.4838, 2.8882, 13.6349
Si, 8.1976, 0.1677, 13.4081
Si, 5.4937, 8.3041, 13.4988
Si, 8.2499, 5.496, 13.4687
Si, 1.5405, 4.1776, 14.9785
Si, 4.2405, 1.482, 15.0879
Si, 1.1588, 9.7049, 15.1156
Si, 4.3551, 6.9527, 15.0262
Si, 6.8837, 4.3162, 14.9428
Si, 9.493, 1.4795, 14.8485
Si, 6.8599, 9.7263, 14.7594
Si, 9.6509, 6.816, 14.7609
Si, -0.6863, -0.2394, 16.2722
Si, 2.7998, 2.7709, 16.4222
Si, 0.2026, 5.6404, 16.2063
Si, 2.0418, 8.2151, 16.6556
Si, 5.9884, 0.4189, 16.2978
Si, 8.0834, 2.7805, 16.1716
Si, 6.1295, 6.0997, 16.3257
Si, 8.2697, 8.2917, 15.8704
Si, -10.0879, 18.7296, 29.1155
Si, 5.4824, 15.0562, 25.0906
Si, 3.3049, 29.7155, 30.5633
Si, 0.9096, 15.9509, 22.8806
Si, 14.1762, 22.9484, 28.4954
Si, 17.3821, 12.2683, 24.3568
Si, 9.9317, 7.0092, 24.3654
Si, 23.143, 15.6558, 28.4568
Si, -13.8545, 32.0466, 29.0647
Si, 13.5647, 11.8246, 20.3086
Si, 15.6402, -2.9381, 21.2801
Si, -1.1303, 11.8444, 31.1413
Si, 2.4743, 7.6632, 19.3908
Si, -5.5117, 5.99, 29.7703
Si, 11.9133, 10.5363, 22.5217
Si, 19.6408, 11.499, 26.4696
Si, 10.1213, 4.3429, 17.9532
Si, 3.6104, 6.3284, 23.6198
Si, 21.1182, 3.2271, 26.5454
Si, 15.0367, 14.0716, 19.2337
Si, 20.4343, 8.8146, 21.7852
Si, 5.0682, 10.3974, 30.4613
Si, -13.887, -3.7229, 28.7235
Si, 4.8823, -4.9241, 19.1547
Si, -4.173, 21.2594, 21.7177
Si, -10.2371, 1.5728, 18.165
Si, -5.4805, 11.4399, 19.1918
Si, 4.2243, -6.9713, 27.843
Si, 13.3096, -23.7014, 24.6842
Si, 22.9694, 2.1976, 24.1344
Si, -0.297, 6.3392, 20.313
Si, 1.3791, 2.4681, 30.3217
Si, 10.8467, 19.968, 26.4617
Si, 8.1024, 5.5391, 25.9878
Si, -1.2783, 6.9622, 31.077
Si, 3.6554, -10.1943, 25.4005
O, 4.6483, -6.1925, 0.0228
O, 5.2765, -6.1045, -4.4789
O, 2.2559, -2.4216, -3.7326
O, 8.7474, 3.6181, -15.7534
O, 9.772, 8.1112, -9.967
O, -10.9399, 7.8298, -2.6952
O, 2.3271, 2.2216, -1.5494
O, -1.8564, 0.1691, -3.2469
O, 4.7067, 3.5246, -6.8287
O, 1.4717, -1.5979, -7.2371
O, -4.3048, 5.1061, -7.4046
O, 17.9846, 3.8005, -0.5714
O, -13.0851, 1.663, -1.0405
O, 11.1126, 14.8544, -5.5256
O, 6.5362, -0.5196, -3.3368
O, -7.4619, 3.4625, 17.7926
O, 5.7201, -5.257, 17.8325
O, 5.6388, 21.5679, 17.7818
O, 4.6155, 17.9397, 22.6095
O, 1.7316, 12.5287, 16.9579
O, 1.1725, 6.8391, 16.8067
O, 21.8935, -5.065, 24.0873
O, -20.2639, 25.8014, 29.8948
O, 12.4585, -1.6447, 23.3412
O, 3.4117, -4.3846, 18.7617
O, 25.8899, 24.3179, 28.6669
O, 9.0853, 4.2637, 26.0865
O, 11.3975, 11.7492, 23.495
O, 17.6962, 9.4931, 32.9158
O, 10.4018, 11.4191, 17.7085
O, 13.0863, 8.741, 18.2081
O, 10.714, 13.0345, 30.6256
O, 1.1396, -7.4189, 23.1233
O, -7.3634, 7.9075, 16.0779
O, 0.0702, 19.6776, 28.0483
O, 0.3269, 13.5861, 25.3942
O, -19.4016, 5.7285, 22.7772
O, 9.619, 7.5946, 20.7109
O, 1.8218, 12.3467, 29.1289
O, 16.9333, 16.5192, 31.1977
O, -3.6308, 18.15, 16.6824
O, 0.9466, 6.3155, 28.598
O, 15.3067, 15.9941, 24.3145
O, 5.547, 7.0681, 20.1564
O, 9.8948, 16.2924, 19.185
O, 11.9805, 17.8943, 19.8663
O, 13.5944, 12.6534, 24.6028
O, 3.2021, 22.4932, 26.9606
O, 4.0258, 10.9717, 29.4043
O, 13.16, 0.3023, 21.7296
O, 15.4553, -1.9868, 30.7995
O, 20.7536, 10.3403, 26.1636
O, -2.5824, 41.3864, 28.8058
O, 7.7517, 0.0703, 27.6184
O, 13.4176, 18.6809, 31.9687
O, -7.8553, 7.456, 24.6702
O, -7.6092, 8.2933, 20.663
O, 1.3272, 0.8856, 19.4478
O, 27.0131, 0.9488, 25.2693
O, -2.1304, 6.3578, 29.8438
O, 1.1404, 4.0934, 32.8939
O, 4.6844, 15.432, 19.9061
O, 3.9365, 10.99, 19.7275
O, 9.218, -1.5065, 16.697
O, -5.3547, 9.268, 21.7691
O, 10.3354, 18.6312, 25.7405
O, 11.0343, 13.9707, 18.4921
O, 21.6023, -0.9455, 21.6079
O, 3.5633, 10.0864, 24.7944
O, 8.4901, 17.2422, 24.6546
O, 17.4417, 21.9999, 20.2885
O, -0.7257, 5.7732, 32.0227
O, -2.6971, -4.4063, 27.304
O, -4.6692, -7.8857, 24.2019
O, -1.4, -8.9822, 27.1047
O, 3.1498, -8.3926, 20.3261
O, 27.1518, 2.1587, 18.9811
O, 14.7659, 28.2942, 30.0636
O, 13.6851, 4.6728, 27.7051
O, 7.8744, 1.0404, 25.1696
O, 10.6856, -0.1256, 31.9164
O, 19.0243, 9.6, 21.7721
O, -2.2299, 7.94, 31.9392
O, 5.1002, 0.3168, 31.879
O, 10.9225, -5.544, 21.5573
O, 6.5644, 11.4589, 22.942
O, 6.3143, -3.7835, 29.0821
O, -3.8189, 1.5989, 16.6953

Results
free energy: -139742.292 eV
free energy less fixed offsets of O -570.45, Si -639.56 eV per atom: -4.292 eV

Forces (eV/angstrom), in the order of the atoms: element, x, y, z
Si, 0.0245, -0.0205, 0.0839
Si, 0.0066, 0.0133, 0.1407
Si, 0.0141, -0.009, 0.1074
Si, -0.0196, 0.0355, 0.0908
Si, 0.0127, -0.0098, 0.1219
Si, -0.0002, 0.0027, -0.0068
Si, 0.0026, -0.0227, 0.1728
Si, -0.014, 0.0054, 0.1098
Si, -0.0029, 0.0007, -0.0095
Si, -0.0121, -0.0154, 0.0324
Si, -0.0004, 0.0007, -0.0048
Si, 0.0001, -0.0002, -0.0062
Si, -0.0132, 0.0188, 0.0991
Si, -0.0009, -0.0003, -0.0075
Si, 0.0045, 0.0035, -0.009
Si, -0.0017, -0.0005, -0.0082
Si, 0.0014, -0.0021, 0.0008
Si, -0.0003, -0.0011, 0.0004
Si, 0.0009, 0.0008, 0.0006
Si, -0.0006, -0.0042, -0.0026
Si, -0.0031, 0.0028, -0.0032
Si, 0.0009, -0.0008, 0.0007
Si, -0.0026, 0.0023, 0.0014
Si, -0.0027, -0.004, 0.0006
Si, 0.0014, 0.0003, 0.0012
Si, -0.0002, 0.0001, 0.0008
Si, -0.0004, 0.0001, 0
Si, 0.0005, -0.0009, 0.0002
Si, -0.0016, -0.0001, 0.0006
Si, -0.0008, -0.0011, 0.0004
Si, 0.0022, 0.0001, 0.0004
Si, -0.001, 0.0027, 0.0001
Si, 0.0001, -0.0002, 0.0003
Si, 0.0003, 0.0006, 0.0009
Si, -0.0017, -0.0011, 0.0008
Si, -0.0012, 0.0006, 0.0004
Si, -0.0015, 0.0005, 0.0008
Si, -0.0005, 0.0013, 0.0006
Si, 0.0009, 0.0004, -0.0005
Si, -0.0016, -0.0005, 0.0004
Si, -0.0002, 0.0018, -0.001
Si, -0.0008, 0.0013, -0.0005
Si, -0.0005, 0.0009, -0.0003
Si, -0.0002, 0.0011, -0.0008
Si, -0.0009, 0.0006, -0.0002
Si, -0.0001, 0.0012, -0.0004
Si, -0.0001, 0.0011, -0.0008
Si, -0.0003, 0, -0.0007
Si, -0.0006, 0.0003, -0.0007
Si, -0.0003, 0.0001, 0.0001
Si, -0.0004, 0.0011, -0.0001
Si, -0.0007, 0.0004, -0.0005
Si, -0.0001, 0.0007, -0.0002
Si, -0.0007, 0.001, -0.0005
Si, -0.0018, 0, -0.0002
Si, -0.0005, -0.0009, -0.0004
Si, -0.0004, 0.0001, 0.0005
Si, -0.0011, 0.0002, -0.0002
Si, -0.0005, 0.0005, -0.0002
Si, 0.0003, -0.0003, 0
Si, -0.0007, 0.0006, -0.0009
Si, -0.0001, 0.0008, 0.0003
Si, 0.0001, 0.0001, 0.0002
Si, -0.0002, 0.0009, 0.0005
Si, -0.0007, 0.0003, -0.0013
Si, 0.0002, -0.0005, 0.0004
Si, -0.0002, 0, 0.0002
Si, -0.0007, 0.001, -0.0003
Si, -0.0005, 0.0015, 0.0004
Si, -0.0008, 0.0005, -0.0001
Si, -0.0001, -0.0005, -0.0007
Si, 0.0001, -0.0002, 0.0003
Si, -0.0006, -0.0015, 0.0001
Si, 0.0024, 0.0037, -0.0002
Si, -0.0025, 0.0002, 0.0008
Si, -0.001, 0.0016, -0.0003
Si, -0.0019, 0.0034, -0.0001
Si, -0.0001, 0.0001, 0.0004
Si, 0.0003, -0.0002, 0.0002
Si, 0.0023, -0.0016, -0.0008
Si, 0.0013, 0.0024, 0.0011
Si, -0.0004, 0.0015, 0.0023
Si, -0.0016, 0.0067, -0.0003
Si, -0.0032, -0.0056, 0
Si, -0.0024, -0.0008, 0.0014
Si, 0.0028, 0.0009, 0.0031
Si, 0.0001, 0.0046, -0.0013
Si, -0.0033, -0.0018, 0.0004
Si, -0.001, 0.0057, -0.0061
Si, 0.0004, -0.0002, -0.0095
Si, 0.0024, -0.0051, -0.0089
Si, -0.0164, 0.0165, 0.026
Si, 0.0002, 0.0022, -0.0068
Si, -0.0017, -0.0021, -0.004
Si, -0.0019, 0.0015, -0.0037
Si, 0.0088, -0.0014, -0.0029
Si, 0.0011, 0.0197, 0.1015
Si, 0.0005, 0.0015, 0.1318
Si, 0.0066, 0.0137, 0.0354
Si, 0.0094, 0.001, 0.1661
Si, -0.011, -0.0163, 0.1293
Si, 0.0048, 0.0112, 0.0851
Si, -0.013, -0.0133, 0.1286
Si, -0.0045, 0.0009, 0.0508
Si, 0.0361, -0.011, 0.2741
Si, 0.0218, -0.026, 0.274
Si, -0.0079, 0.0028, 0.2391
Si, 0.0316, -0.0284, 0.2784
Si, -0.0181, -0.0163, 0.3052
Si, 0.0172, 0.0593, 0.2984
Si, -0.0517, -0.0197, 0.3014
Si, 0.0263, 0.0261, 0.243
Si, 0.0009, -0.0001, 0.2784
Si, -0.0067, -0.0513, 0.2656
Si, 0.0187, 0.0109, 0.2885
Si, 0.0106, -0.0017, 0.2529
Si, -0.0069, -0.0171, 0.2647
Si, 0.0055, 0.0201, 0.2633
Si, -0.0394, -0.0151, 0.2897
Si, -0.0138, -0.0391, 0.2692
Si, 0.013, 0.0268, 0.1912
Si, -0.0109, -0.0552, 0.2755
Si, 0.0014, 0.0397, 0.2647
Si, 0.0111, -0.023, 0.2237
Si, 0.0222, 0.0132, 0.2619
Si, 0.0094, -0.0101, 0.2581
Si, -0.0161, 0.0197, 0.278
Si, -0.0234, 0.0548, 0.2424
Si, 0.0344, 0.0301, 0.2987
Si, 0.0433, -0.0107, 0.2143
Si, 0.0121, -0.0102, 0.2712
Si, -0.007, 0.0429, 0.2731
Si, -0.0005, 0.0425, 0.2669
Si, 0.0037, 0.0168, 0.2845
Si, 0.0093, 0.047, 0.3147
Si, -0.0106, -0.0297, 0.2721
Si, -0.0351, 0.0221, 0.3002
Si, 0.0074, 0.0205, 0.2762
Si, -0.018, -0.0155, 0.2632
Si, -0.0135, 0.017, 0.2899
O, 0.0327, 0.0228, -0.0683
O, -0.0315, -0.0682, -0.1408
O, -0.0583, 0.0015, -0.1148
O, -0.0397, -0.0307, -0.0866
O, -0.0157, 0.0733, -0.1989
O, 0.0492, 0.0166, -0.1403
O, -0.0259, -0.0088, -0.1873
O, -0.0564, -0.0512, -0.1541
O, 0.0509, 0, -0.2016
O, 0.0707, -0.014, -0.1498
O, -0.0352, -0.0233, -0.1021
O, -0.0177, 0.0165, -0.0623
O, 0.0491, -0.0495, -0.1223
O, -0.0727, -0.0552, -0.1548
O, 0.0571, -0.0021, -0.1072
O, -0.0476, -0.009, -0.1683
O, 0.0479, -0.0017, -0.1763
O, 0.0207, -0.008, -0.1853
O, 0.0443, 0.0666, -0.1873
O, 0.0322, 0.0208, -0.1002
O, -0.0211, -0.0143, -0.0667
O, 0.0497, -0.0387, -0.1344
O, 0.002, 0.0559, -0.1397
O, -0.0402, 0.0412, -0.1613
O, 0.004, -0.0165, -0.092
O, 0.0137, 0.0211, -0.0993
O, -0.0175, 0.0142, -0.0894
O, 0.008, -0.0712, -0.1379
O, -0.0053, 0.0051, -0.0634
O, -0.0338, -0.0352, -0.1123
O, -0.0247, 0.0265, -0.1704
O, 0.0328, 0.0289, -0.0976
O, -0.0059, 0.0586, -0.1179
O, 0.0306, -0.0152, -0.0643
O, -0.0287, 0.051, -0.2033
O, 0.0819, -0.0436, -0.18
O, -0.0218, -0.0042, -0.1002
O, 0.0238, -0.0764, -0.1324
O, 0.0504, -0.0272, -0.1356
O, -0.0385, 0.0304, -0.1996
O, 0.0137, 0.0116, -0.0535
O, 0.0015, -0.0398, -0.0908
O, -0.0617, 0.0795, -0.1303
O, 0.0052, -0.0686, -0.1473
O, -0.0184, -0.091, -0.2007
O, 0.0515, 0.0206, -0.1063
O, -0.0515, 0.0218, -0.1165
O, 0.0192, -0.0274, -0.2463
O, -0.0487, 0.0535, -0.1393
O, 0.0704, 0.0553, -0.1821
O, 0.0018, 0.0041, -0.0839
O, 0.0204, -0.0085, -0.092
O, 0.0077, -0.0052, -0.0862
O, 0.0329, 0.0542, -0.1922
O, 0.0475, -0.0291, -0.1761
O, 0.0237, -0.0401, -0.1124
O, -0.053, -0.0128, -0.1399
O, -0.0638, 0.0321, -0.1538
O, 0.0416, -0.0021, -0.1054
O, -0.0448, 0.0071, -0.1526
O, 0.0062, -0.0106, -0.0678
O, -0.0011, -0.0047, -0.0886
O, 0.0292, 0.0092, -0.0938
O, -0.0071, -0.0089, -0.0462
O, -0.0179, -0.0212, -0.0974
O, -0.0114, -0.0631, -0.1629
O, -0.0166, 0.0224, -0.0847
O, -0.0193, -0.0111, -0.0988
O, -0.014, -0.0477, -0.1022
O, 0.0469, 0.0407, -0.1384
O, -0.0541, 0.0455, -0.185
O, -0.0357, 0.0526, -0.1362
O, 0.0168, -0.0811, -0.2106
O, 0.0129, -0.0327, -0.0983
O, 0.0071, 0.0067, -0.0939
O, 0.0251, 0.0325, -0.106
O, 0.0018, 0.0134, -0.0812
O, 0.0146, -0.0304, -0.0862
O, 0.0242, -0.01, -0.0964
O, -0.0775, 0.0209, -0.1569
O, -0.0515, 0.0497, -0.1351
O, -0.0198, 0.0013, -0.0813
O, 0.0493, -0.038, -0.1426
O, -0.019, -0.0106, -0.1738
O, -0.056, 0.0488, -0.2102
O, 0.0045, -0.0992, -0.2188
O, 0.0413, 0.0107, -0.0977
O, 0.013, 0.0116, -0.058

The program warned: the cutoff lies below the one the program advises for these potential files; the forces do not sum to zero within the program's tolerance; empty levels may hold ghost states of the PAW files; the exchange-correlation potential is rough where the density is thin.
